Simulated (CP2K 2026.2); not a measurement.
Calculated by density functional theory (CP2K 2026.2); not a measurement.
Periodic cell of 504 atoms, Si360O144, from a study of silicon, its oxide and their interface. The atomic structure is a simulated model.
Doubt: the forces sum to 2.76 eV/angstrom along one axis rather than to zero, so they err by at least 0.0055 eV/angstrom per atom on average; the grid cutoff is modest.

Settings
functional: PBE
method: Gaussian and plane waves
basis set: DZVP-MOLOPT-SR-GTH
pseudopotentials: GTH-PBE
grid cutoff: 350 Ry, relative cutoff 50 Ry
k points: Gamma only
occupations: fixed
spin: none
net charge: 0

Cell vectors (angstrom)
a	16.32	0	0
b	0	16.32	0
c	-6.0653	-7.1277	33.6839

Atoms and the computed forces on them: element, x, y, z (angstrom), force x, y, z (eV/angstrom)
Si	1.373	15.157	0.001	0.007	-0.231	0.666
Si	3.916	1.543	0.168	0.193	-0.074	0.734
Si	-4.39	-3.396	33.65	-0.21	0.205	0.743
Si	4.397	6.512	0.139	-0.236	0.212	0.684
Si	1.074	9.825	0.07	0.082	-0.168	0.739
Si	4.169	11.863	0.009	0.02	0.256	0.638
Si	0.961	7.64	33.628	-0.224	0.146	0.738
Si	9.766	1.196	0.024	-0.253	0.127	0.715
Si	6.671	4.306	0.168	0.16	-0.261	0.69
Si	9.75	6.524	0.15	-0.115	0.125	0.749
Si	6.555	9.817	0.051	0.038	-0.129	0.721
Si	9.264	12.582	0.09	0.042	-0.104	0.718
Si	11.936	15.282	0.221	0.067	-0.021	0.771
Si	9.268	-6.181	33.617	-0.11	0.2	0.747
Si	11.958	4.323	0.121	0.107	-0.069	0.687
Si	14.746	7.024	0.068	0.103	-0.161	0.711
Si	12.474	9.193	0.067	-0.094	0.196	0.76
Si	9.051	4.878	33.677	-0.097	0.216	0.716
Si	2.739	0.018	1.47	-0.02	0.012	-0.041
Si	5.497	2.712	1.418	-0.018	0.012	-0.042
Si	2.697	5.41	1.295	-0.008	-0.011	-0.067
Si	5.491	8.166	1.392	-0.004	0.018	-0.041
Si	2.689	10.815	1.456	-0.002	-0.003	-0.046
Si	5.38	13.579	1.192	0.016	-0.041	-0.056
Si	8.162	0.011	1.317	0.016	-0.015	-0.06
Si	10.869	2.727	1.422	-0.001	-0.013	-0.036
Si	8.191	5.445	1.507	0.004	-0.01	-0.04
Si	10.897	8.122	1.413	-0.013	-0.014	-0.053
Si	8.124	10.961	1.36	-0.006	0.007	-0.062
Si	10.793	13.685	1.477	-0.005	0.015	-0.057
Si	13.664	0.03	1.36	-0.01	0.007	-0.042
Si	0.034	2.641	1.26	0.004	-0.013	-0.096
Si	13.593	5.446	1.37	-0.023	0.017	-0.065
Si	-0.016	8.185	1.354	-0.006	0.021	-0.078
Si	13.566	10.862	1.332	0.011	0.006	-0.041
Si	0.058	13.587	1.234	0.003	0.021	-0.029
Si	1.338	1.366	2.766	0.008	0.021	0.032
Si	4.082	4.095	2.721	0.003	0.004	0.043
Si	1.356	6.787	2.662	0.015	0.003	0.008
Si	4.059	9.443	2.764	0.026	0.008	0.013
Si	1.364	12.277	2.716	0.003	-0.001	0.026
Si	4.116	14.916	2.691	0.019	-0.016	-0.006
Si	6.823	1.327	2.734	0.006	-0.009	0.005
Si	9.504	4.026	2.819	0.005	0.014	0.02
Si	6.849	6.862	2.796	-0.002	-0.002	0.03
Si	9.509	9.55	2.678	-0.018	-0.003	0.001
Si	6.734	12.293	2.701	-0.01	0.031	0.03
Si	9.459	15.03	2.813	-0.018	0.012	0.033
Si	12.317	1.411	2.732	-0.016	-0.011	0.036
Si	14.987	4.037	2.633	0.008	-0.027	0.005
Si	12.252	6.779	2.791	0.001	0.007	0.032
Si	14.939	9.532	2.737	-0.017	-0.015	0.043
Si	12.215	12.248	2.686	0.013	0.006	0.004
Si	14.991	14.911	2.666	0.009	-0.018	0.011
Si	-0.016	-0.03	4.076	-0.007	0.018	-0.01
Si	2.724	2.735	4.09	-0.002	-0.013	-0.01
Si	0.003	5.418	4.018	-0.019	0.001	0.011
Si	2.697	8.103	4.096	0.009	-0.011	0.012
Si	-0.001	10.899	4.068	-0.004	-0.02	-0.003
Si	2.734	13.606	4.08	-0.015	0.004	-0.008
Si	5.451	-0.033	4.072	-0.008	-0.002	-0.001
Si	8.145	2.675	4.141	0.009	0.006	-0.007
Si	5.441	5.462	4.085	0.002	-0.007	-0.021
Si	8.198	8.216	4.117	0.01	-0.008	0.027
Si	5.415	10.883	4.068	0.01	0.006	-0.026
Si	8.098	13.625	4.109	-0.01	0	-0.015
Si	10.914	0.044	4.088	-0.002	-0.009	-0.029
Si	13.645	2.752	4.093	0.007	0.006	0.005
Si	10.882	5.419	4.129	0.013	0.008	-0.012
Si	13.603	8.166	4.115	0.002	-0.006	-0.008
Si	10.869	10.891	4.057	-0.006	-0.002	-0.005
Si	13.612	13.581	4.044	0.011	0.003	-0.001
Si	1.367	-1.364	16.31	0.001	0.016	-0.012
Si	4.079	1.36	16.338	0	-0.007	-0.007
Si	1.37	4.084	16.312	-0.006	0.006	0
Si	4.085	6.804	16.321	0.002	0.015	-0.006
Si	1.378	9.512	16.297	0.005	0.005	-0.008
Si	4.086	12.241	16.327	-0.008	0.009	-0.003
Si	6.798	-1.365	16.333	0.004	-0.006	-0.016
Si	9.513	1.358	16.348	0.002	-0.01	-0.011
Si	6.812	4.087	16.348	-0.003	0.01	-0.01
Si	9.518	6.792	16.316	-0.006	-0.01	-0.008
Si	6.808	9.53	16.333	0.007	-0.004	-0.007
Si	9.499	12.224	16.333	0.003	-0.005	-0.006
Si	12.223	-1.34	16.315	0.003	-0.003	-0.007
Si	-1.39	1.351	16.298	-0.004	-0.001	-0.012
Si	12.254	4.081	16.309	0.002	-0.003	-0.008
Si	-1.36	6.786	16.302	-0.005	-0.002	-0.01
Si	12.222	9.51	16.296	0.001	-0.004	-0.01
Si	-1.353	12.247	16.275	0.001	-0.002	-0.012
Si	2.721	-0.017	17.686	-0.003	-0.003	0.016
Si	5.449	2.718	17.697	0.018	-0.019	-0.008
Si	2.736	5.44	17.686	-0.008	-0.005	0.001
Si	5.452	8.162	17.675	-0.001	-0.005	0.015
Si	2.714	10.881	17.667	0.007	-0.016	0.02
Si	5.457	-2.737	17.701	-0.003	0.008	-0.002
Si	8.125	0.008	17.706	0.006	0.016	0.015
Si	10.921	2.709	17.673	0.001	0.009	-0.004
Si	8.187	5.441	17.71	-0.004	0.01	0.017
Si	10.84	8.18	17.67	0.009	0.005	-0.003
Si	8.141	10.883	17.737	-0.004	0.005	-0.001
Si	10.865	-2.716	17.649	0.002	0.003	0.021
Si	-2.738	0.004	17.697	0.003	0.001	0.002
Si	-0.042	2.733	17.618	-0.007	0	0.001
Si	-2.737	5.462	17.678	0.022	-0.001	0.02
Si	0.042	8.117	17.637	-0.006	-0.001	-0.006
Si	-2.676	10.841	17.6	-0.008	0.006	0.009
Si	-0.035	-2.691	17.65	-0.011	0	0.002
Si	1.279	1.351	18.956	-0.018	-0.015	-0.036
Si	4.109	4.095	19.044	0.011	0.012	-0.008
Si	1.369	6.778	19.055	-0.013	0.008	-0.003
Si	4.088	9.523	19.025	0.009	-0.003	-0.04
Si	1.303	12.249	18.972	-0.001	-0.012	-0.027
Si	4.119	-1.365	19.05	-0.001	0.017	-0.008
Si	6.782	1.379	19.104	-0.002	-0.005	-0.007
Si	9.59	4.064	19.032	-0.001	0.008	-0.025
Si	6.825	6.829	19.056	-0.001	0.018	-0.038
Si	9.498	9.51	19.088	0.004	-0.024	-0.003
Si	6.769	12.223	19.126	-0.013	0.006	0.003
Si	9.473	-1.39	19.029	0.006	-0.029	-0.035
Si	12.253	1.37	19.083	0.001	0.011	0
Si	-1.364	4.093	19.014	0.009	-0.002	-0.03
Si	12.209	6.851	19.018	0.01	-0.001	-0.028
Si	-1.32	9.464	18.96	0.007	-0.003	-0.032
Si	12.304	12.23	18.905	0.007	0.012	-0.045
Si	-1.381	-1.35	19.06	0.013	-0.01	-0.018
Si	-0.072	0.055	20.419	-0.009	0.021	0.071
Si	2.639	2.735	20.252	-0.025	0.005	0.053
Si	0.004	5.426	20.417	-0.028	-0.009	0.042
Si	2.761	8.125	20.377	0.012	0.011	0.044
Si	0.007	10.82	20.323	0.007	-0.01	0.047
Si	2.67	-2.724	20.304	-0.004	0.019	0.046
Si	5.406	0.022	20.496	-0.013	0.001	0.046
Si	8.263	2.703	20.408	-0.008	-0.028	0.039
Si	5.51	5.417	20.415	0.014	0.014	0.06
Si	8.111	8.211	20.515	-0.022	-0.008	0.064
Si	5.379	10.87	20.485	-0.011	-0.016	0.075
Si	8.128	-2.732	20.477	0.026	0.006	0.049
Si	10.872	-0.047	20.361	0.002	0.002	0.069
Si	-2.716	2.774	20.429	0.002	0.007	0.079
Si	10.87	5.5	20.395	-0.016	0.004	0.042
Si	-2.683	8.162	20.351	0.011	0.001	0.042
Si	10.976	10.895	20.266	0.014	0.003	0.056
Si	-2.69	-2.802	20.36	0.004	-0.015	0.059
Si	1.547	-1.139	21.601	-0.216	-0.109	-0.757
Si	3.666	1.187	21.616	0.305	0.031	-0.712
Si	1.182	3.844	21.705	0.084	0.239	-0.748
Si	4.338	6.979	21.697	-0.163	-0.12	-0.793
Si	1.568	9.68	21.652	-0.127	-0.172	-0.755
Si	3.681	-4.322	21.672	0.177	0.058	-0.732
Si	6.999	-1.129	21.818	-0.253	-0.202	-0.707
Si	9.323	1.043	21.733	0.162	0.227	-0.762
Si	7.156	4.305	21.693	-0.088	-0.054	-0.684
Si	9.291	6.607	21.758	0.122	0.193	-0.755
Si	6.468	9.295	21.878	0.222	0.213	-0.756
Si	9.837	-3.902	21.593	-0.163	-0.042	-0.745
Si	11.999	-1.676	21.59	0.131	0.055	-0.755
Si	-1.12	1.699	21.784	-0.151	-0.184	-0.762
Si	-3.858	4.396	21.699	-0.081	-0.141	-0.721
Si	-1.592	6.574	21.699	0.181	0.132	-0.756
Si	-3.779	9.785	21.62	-0.095	-0.101	-0.793
Si	-1.525	-4.388	21.686	0.1	0.192	-0.744
Si	1.396	-4.133	25.927	0.108	0.056	-0.007
Si	6.041	8.393	26.992	-0.052	0.044	0.124
Si	4.49	4.97	30.974	-0.017	0.11	0.128
Si	-2.909	-1.328	24.309	-0.105	-0.08	0.013
Si	6.446	5.443	26.62	-0.035	-0.025	0.103
Si	4.242	1.516	24.452	0.05	0.064	-0.051
Si	-4.479	0.759	28.502	0.07	0.119	0.057
Si	5.592	2.351	30.762	-0.007	-0.035	0.078
Si	10.377	3.194	28.74	0.054	-0.037	0.007
Si	4.298	-3.804	24.64	-0.085	0.005	-0.128
Si	-2.967	6.459	31.495	-0.017	0.014	0.05
Si	-1.714	9.721	28.753	-0.08	0.094	0.03
Si	-1.875	-0.92	28.411	-0.016	-0.067	0.058
Si	-4.407	3.604	24.64	-0.065	-0.028	-0.166
Si	-0.437	1.313	27.202	-0.117	0.038	0.075
Si	9.848	-0.751	26.716	-0.007	0.078	-0.118
Si	4.744	-2.233	28.944	0.096	0.109	0.018
Si	1.923	-4.48	31.584	0.083	-0.073	0.126
Si	-0.139	-2.573	23.82	-0.05	-0.125	-0.171
Si	6.763	-3.213	30.935	0.087	-0.033	0.098
Si	3.056	9.054	27.918	0.018	0.022	-0.057
Si	7.939	1.478	29.159	-0.052	-0.103	0.092
Si	-0.999	0.143	31.122	-0.027	0.063	-0.005
Si	8.815	-5.381	30.625	0.004	-0.032	0.135
Si	10.815	8.379	23.896	-0.049	-0.002	-0.154
Si	3.461	4.896	26.86	0.049	0.115	-0.116
Si	-1.451	2.85	29.705	0.019	-0.03	-0.023
Si	8.957	-1.001	30.845	0.03	-0.031	0.106
Si	9.56	1.744	24.716	0.057	-0.022	-0.124
Si	-2.209	1.391	24.743	-0.025	-0.058	-0.138
Si	11.523	6.354	26.002	-0.061	0.051	-0.05
Si	6.748	3.19	24.555	0.002	-0.005	-0.121
Si	0.396	9.401	26.355	0.055	0.021	0.109
Si	8.223	8.187	29.244	-0.095	0.067	-0.033
Si	-3.082	7.021	28.62	0.087	0.025	0.095
Si	-0.318	9.595	31.577	0.018	-0.019	0.131
Si	9.543	11.113	24.419	0.079	0.023	-0.03
Si	1.771	0.739	31.707	-0.008	-0.005	0.156
Si	3.651	0.504	29.469	-0.069	0.085	0.024
Si	2.555	5.61	23.894	-0.058	-0.014	-0.103
Si	6.758	10.533	24.812	-0.069	-0.002	-0.236
Si	2.658	1.934	27.004	0.068	-0.079	-0.068
Si	0.286	7.812	23.862	0.044	-0.001	-0.251
Si	6.966	-0.665	27.295	-0.045	0.011	-0.012
Si	-0.684	5.88	29.783	-0.086	-0.001	0.015
Si	-4.292	2.311	30.808	0.029	-0.023	0.134
Si	5.649	-1.168	24.604	0.114	-0.077	-0.101
Si	-3.117	-3.715	28.449	0.014	-0.064	0.016
Si	2.682	-4.231	28.572	-0.119	-0.037	0.061
Si	2.381	6.55	29.187	-0.041	-0.133	-0.009
Si	7.195	6.381	31.615	-0.028	-0.097	0.121
Si	-5.302	-3.185	30.639	-0.006	-0.044	0.094
Si	9.253	5.87	27.669	-0.184	-0.034	-0.007
Si	11.591	-3.262	25.864	0.019	0.04	-0.005
Si	1.369	14.964	5.437	0.001	-0.004	0.01
Si	4.082	1.348	5.421	0.012	0.002	0.003
Si	1.356	4.09	5.431	0.002	0.01	0.006
Si	4.075	6.785	5.463	0.005	-0.001	0.012
Si	1.351	9.515	5.421	-0.007	0	0.008
Si	4.068	12.231	5.445	0.006	0.004	0.005
Si	6.779	14.967	5.488	-0.003	-0.005	0.01
Si	9.546	1.36	5.481	0.007	-0.011	0.004
Si	6.785	4.079	5.447	-0.005	0.003	0.008
Si	9.531	6.813	5.46	0.004	0.002	0.011
Si	6.798	9.554	5.445	-0.005	0	0.012
Si	9.502	12.25	5.42	0	-0.002	0.003
Si	12.256	14.956	5.413	0.001	0.004	0.005
Si	14.965	1.347	5.44	0.002	-0.003	0.013
Si	12.268	4.083	5.468	-0.004	-0.002	0.015
Si	14.979	6.783	5.42	-0.005	-0.015	0.016
Si	12.226	9.533	5.44	0.002	0.002	0
Si	14.957	12.24	5.436	-0.002	0.004	0.004
Si	2.722	0.004	6.799	-0.003	-0.003	-0.001
Si	5.431	2.71	6.798	0.001	-0.001	0
Si	2.712	5.431	6.814	0.006	-0.001	0.007
Si	5.44	8.171	6.795	-0.005	-0.001	0.004
Si	2.711	10.867	6.796	-0.002	0	0.002
Si	5.419	13.592	6.819	0.001	0.009	0.004
Si	8.171	-0.003	6.823	-0.003	-0.003	0.001
Si	10.898	2.728	6.825	0.002	0.007	0.001
Si	8.154	5.445	6.799	0.008	0.002	0.004
Si	10.887	8.169	6.815	0	-0.008	0.005
Si	8.161	10.897	6.809	-0.008	0.007	-0.001
Si	10.881	13.603	6.776	-0.001	-0.004	-0.001
Si	13.598	-0.006	6.796	0	0.004	0.004
Si	0.007	2.716	6.793	-0.004	-0.001	0.001
Si	13.623	5.448	6.812	-0.012	0.005	0.005
Si	0.003	8.153	6.79	0.006	-0.004	-0.003
Si	13.594	10.886	6.797	0.001	-0.001	0.007
Si	0.003	13.6	6.791	0.001	-0.004	0.002
Si	1.365	1.363	8.16	0.009	0.006	-0.002
Si	4.076	4.068	8.164	-0.013	-0.01	0
Si	1.361	6.803	8.164	0.003	0.004	-0.007
Si	4.078	9.52	8.161	0.007	0.006	-0.003
Si	1.355	12.235	8.154	-0.007	0.003	-0.001
Si	4.069	-1.358	8.169	-0.001	-0.008	0.001
Si	6.8	1.364	8.164	0.007	0.007	-0.005
Si	9.521	4.091	8.162	0.011	0.001	0
Si	6.796	6.805	8.158	-0.002	-0.002	-0.004
Si	9.518	9.527	8.165	0	-0.005	-0.008
Si	6.798	12.246	8.171	0	0.001	0
Si	9.529	-1.37	8.165	-0.005	0.004	0.001
Si	12.246	1.351	8.17	-0.012	-0.007	-0.002
Si	-1.349	4.074	8.164	-0.005	0.003	-0.011
Si	12.252	6.807	8.165	0.005	0.006	0.001
Si	-1.363	9.516	8.148	-0.006	-0.009	-0.004
Si	12.235	12.246	8.153	-0.001	-0.003	-0.008
Si	-1.356	-1.361	8.155	0.003	0.002	-0.008
Si	0.001	-0.001	9.516	-0.005	0.001	-0.005
Si	2.723	2.714	9.529	0.002	0.004	0.001
Si	0.005	5.439	9.523	0.004	-0.003	-0.005
Si	2.722	8.159	9.522	-0.001	-0.004	-0.001
Si	-0.004	10.876	9.514	0.004	-0.005	-0.006
Si	2.711	13.597	9.521	-0.003	0.003	0
Si	5.44	0.001	9.522	-0.001	-0.003	-0.005
Si	8.159	2.726	9.521	-0.002	-0.002	-0.004
Si	5.438	5.438	9.517	-0.002	-0.002	-0.006
Si	8.159	8.161	9.52	0	0.003	-0.003
Si	5.439	10.879	9.521	0.004	0	-0.007
Si	8.16	13.602	9.528	0.005	-0.007	-0.006
Si	10.88	-0.004	9.526	0.004	0	-0.003
Si	13.606	2.717	9.521	-0.002	-0.003	-0.003
Si	10.883	5.447	9.519	0	0.007	0
Si	13.605	8.166	9.524	-0.002	-0.003	0.002
Si	10.879	10.887	9.52	0	0	-0.001
Si	13.599	13.601	9.515	-0.003	0.008	-0.007
Si	1.356	-1.361	10.881	-0.002	0.001	-0.001
Si	4.084	1.357	10.889	-0.005	0.003	-0.003
Si	1.366	4.08	10.882	0.004	-0.007	0.003
Si	4.082	6.798	10.88	-0.003	0	0.003
Si	1.36	9.521	10.876	0	0.003	0
Si	4.081	12.243	10.877	0.003	-0.008	-0.005
Si	6.8	-1.355	10.885	0.005	0.004	0
Si	9.513	1.359	10.878	0.002	-0.001	0.003
Si	6.8	4.083	10.884	0.004	0.005	-0.001
Si	9.519	6.802	10.88	0.005	-0.001	0
Si	6.799	9.519	10.88	-0.005	-0.002	-0.002
Si	9.517	12.239	10.884	-0.003	0.005	-0.001
Si	12.242	-1.362	10.882	-0.005	-0.002	0.001
Si	-1.357	1.357	10.88	0.007	0	0.001
Si	12.239	4.078	10.873	0.002	0	-0.002
Si	-1.357	6.799	10.879	-0.004	-0.001	0.001
Si	12.24	9.525	10.879	0.003	-0.001	0.003
Si	-1.363	12.237	10.876	-0.009	-0.004	-0.002
Si	2.719	-0.003	12.243	0.002	-0.004	0.002
Si	5.445	2.719	12.248	0	-0.005	0.003
Si	2.727	5.437	12.243	-0.004	-0.005	0.002
Si	5.445	8.156	12.239	0.004	0	0
Si	2.727	10.878	12.232	0.001	0.005	-0.003
Si	5.439	13.602	12.24	-0.003	0.001	0.002
Si	8.155	0.004	12.249	-0.001	0	0.005
Si	10.872	2.723	12.231	0.001	-0.003	-0.005
Si	8.16	5.443	12.245	-0.002	0.001	0.006
Si	10.88	8.161	12.236	-0.002	0.004	0.004
Si	8.156	10.879	12.241	0.005	-0.003	0.007
Si	10.875	13.603	12.239	0.003	0	-0.001
Si	13.599	0.001	12.24	-0.003	0.004	0.005
Si	0.007	2.716	12.235	-0.003	0.007	0.001
Si	13.601	5.435	12.232	0.001	0.002	0.005
Si	0.001	8.161	12.237	0.003	-0.006	0.006
Si	13.595	10.884	12.243	-0.004	0	0.006
Si	-0.003	13.597	12.237	0.002	0.002	0.002
Si	1.362	1.361	13.602	-0.001	0	0
Si	4.088	4.079	13.608	0.001	0.004	0.006
Si	1.364	6.801	13.592	-0.002	0.006	0.007
Si	4.092	9.523	13.594	-0.006	-0.005	-0.001
Si	1.37	12.238	13.587	0.011	-0.011	-0.004
Si	4.081	-1.359	13.602	-0.006	0.003	0.004
Si	6.801	1.361	13.619	0.003	-0.001	0.013
Si	9.517	4.077	13.603	0.001	0	0
Si	6.799	6.8	13.608	-0.002	0.008	0.006
Si	9.515	9.515	13.596	0.003	-0.005	0.005
Si	6.798	12.243	13.6	0.001	-0.003	0.009
Si	9.515	-1.362	13.605	0.008	-0.003	0.002
Si	12.224	1.362	13.588	-0.004	0.011	0.001
Si	-1.355	4.073	13.587	0.007	-0.012	0.003
Si	12.239	6.792	13.589	0.01	-0.01	-0.003
Si	-1.363	9.52	13.596	-0.008	0.009	0.004
Si	12.227	12.244	13.6	-0.009	0.011	-0.004
Si	-1.362	-1.36	13.597	-0.002	-0.001	0.008
Si	0	-0.001	14.958	-0.002	-0.004	-0.003
Si	2.728	2.717	14.963	0.002	-0.002	-0.001
Si	0.005	5.434	14.945	0.001	0	0
Si	2.736	8.156	14.943	-0.005	0.001	0.001
Si	0.015	10.878	14.941	0.006	0.005	-0.002
Si	2.725	-2.726	14.956	0.001	-0.006	-0.003
Si	5.434	-0.004	14.974	-0.005	-0.001	-0.001
Si	8.164	2.724	14.98	0.002	0.005	0.002
Si	5.448	5.436	14.974	-0.003	-0.004	-0.001
Si	8.158	8.162	14.966	0.006	0.002	-0.004
Si	5.445	10.882	14.965	0.002	0.001	0.003
Si	8.155	-2.723	14.967	0.001	0.008	-0.001
Si	10.864	0.012	14.959	0.004	0.006	-0.005
Si	13.591	2.718	14.936	-0.001	0.003	-0.006
Si	10.881	5.436	14.957	0.007	0.003	-0.005
Si	13.595	8.15	14.948	-0.002	-0.002	-0.004
Si	10.863	10.881	14.955	0	0	-0.002
Si	13.583	-2.709	14.952	-0.005	-0.003	0
O	2.333	1.052	30.228	-0.311	0.494	-0.321
O	-4.175	5.031	25.336	0.501	-0.093	0.128
O	0.532	-2.976	25.224	0.027	0.414	0.516
O	2.619	0.005	22.053	0.095	-0.009	0.449
O	0.924	9.013	22.986	0.019	0.005	0.313
O	5.387	8.116	22.224	-0.045	0.092	0.442
O	9.951	7.264	23.098	0.005	-0.018	0.104
O	-0.705	3.7	33.199	0.033	-0.184	-0.617
O	8.135	-0.003	22.141	0.118	-0.047	0.354
O	5.346	-3.007	30.221	-0.278	-0.043	0.389
O	4.138	-3.589	23.046	0.168	0.328	0.065
O	5.996	5.558	30.924	0.144	-0.304	-0.583
O	6.92	9.876	23.332	0.471	-0.177	0.078
O	-0.931	9.344	30.116	0.178	-0.23	0.127
O	1.315	2.1	32.455	0.125	0.258	-0.405
O	8.63	-5.737	32.193	-0.289	0.177	-0.05
O	-1.539	-6.33	32.549	-0.154	-0.172	-0.141
O	2.956	0.023	32.526	0.213	-0.128	-0.419
O	8.222	5.446	22.226	0.134	-0.098	0.432
O	-3.498	-2.661	25	0.51	-0.251	0.11
O	3.937	2.07	22.967	-0.013	0.67	0.185
O	2.082	6.518	33.201	0.114	-0.158	-0.567
O	-3.667	-1.035	22.921	-0.109	0.574	-0.035
O	-0.974	7.195	23.07	-0.344	-0.035	0.425
O	1.007	-1.854	22.952	0.19	-0.115	0.286
O	2.867	3.487	27.323	-0.086	0.059	0.376
O	-0.65	9.56	27.559	0.205	-0.069	-0.193
O	2.648	6.022	27.68	-0.1	0.333	-0.11
O	-0.654	-0.253	27.593	0.536	-0.245	0.02
O	4.821	9.262	33.288	-0.067	0.117	-0.588
O	4.788	-1.694	33.295	0.121	0.056	-0.481
O	1.907	4.387	23.059	-0.096	-0.285	0.463
O	3.732	6.291	23.033	0.305	-0.15	0.318
O	9.67	0.383	25.576	-0.009	-0.275	0.064
O	6.222	6.985	26.229	0.111	0.062	-0.518
O	-1.332	-1.536	24.075	0.012	0.47	0.165
O	-3.129	0.035	28.031	0.084	-0.047	-0.273
O	3.162	-5.218	32.334	0.476	-0.087	-0.32
O	-4.026	6.613	27.395	0.039	-0.059	0.006
O	1.851	8.889	26.852	0.229	-0.382	-0.203
O	-5.87	9.068	33.186	-0.173	-0.214	-0.411
O	-2.674	10.867	22.18	-0.047	-0.027	0.301
O	9.364	-4.756	22.882	-0.107	-0.268	0.169
O	-0.637	-1.84	33.472	-0.138	-0.043	-0.261
O	9.005	2.416	28.409	-0.245	-0.02	-0.721
O	6.544	7.382	32.671	-0.17	-0.152	-0.115
O	7.551	0.988	33.289	-0.069	-0.041	-0.46
O	6.478	-1.633	23.286	0.121	-0.337	0.278
O	1.395	6.688	24.158	0.088	0.112	0.443
O	9.35	-0.686	32.386	0.54	-0.079	0.027
O	5.719	2.532	32.359	-0.147	0.118	-0.194
O	-3.747	7.553	32.417	0.252	0.257	-0.206
O	-3.224	-4.487	33.299	0.104	-0.033	-0.425
O	8.294	5.428	32.332	-0.014	-0.304	-0.34
O	7.015	0.775	28.031	-0.276	0.392	-0.004
O	0.463	8.34	32.237	0.241	-0.291	-0.279
O	9.955	1.476	23.166	0.211	0.06	-0.016
O	0.061	2.757	22.192	0.124	0.092	0.488
O	10.612	-2.023	26.131	-0.323	-0.057	-0.362
O	6.579	-0.518	25.741	0.273	0.33	0.109
O	5.464	2.363	25.077	-0.05	-0.111	0.61
O	7.575	-1.829	30.815	-0.368	0.14	-0.045
O	-0.75	-3.842	23.015	0.249	-0.293	0.09
O	9.304	7.314	28.41	0.595	0.284	-0.09
O	1.393	-3.256	32.492	-0.008	0.444	-0.17
O	-4.953	-2.944	32.198	-0.09	0.318	-0.145
O	3.697	-1.101	29.416	-0.256	-0.312	-0.011
O	7.052	2.446	30.094	0.373	0.514	0.057
O	-4.258	2.161	32.402	0.478	-0.438	0.023
O	-1.544	-0.847	29.987	-0.296	-0.297	0.135
O	10.736	3.168	30.326	-0.328	0.534	0.352
O	11.759	3.806	23.04	-0.538	-0.309	0.024
O	6.865	8.407	28.387	-0.16	0.202	0.164
O	2.9	-4.198	25.329	0.18	-0.068	0.209
O	4.859	-2.417	25.233	-0.021	0.063	0.631
O	10.193	4.734	28.338	0.333	0.05	0.141
O	6.518	-3.548	32.497	0.258	-0.619	0.049
O	-1.758	1.225	23.198	-0.187	-0.336	0.016
O	2.711	8.128	29.196	0.145	0.172	0.671
O	-3.049	0.051	25.15	-0.412	-0.046	0.513
O	8.102	-4.922	25.105	-0.052	0.504	0.366
O	10.193	3.777	33.256	-0.113	-0.153	-0.279
O	3.99	4.837	32.501	0.411	-0.156	0.051
O	4.473	8.652	27.263	-0.146	0.068	-0.042
O	-2.307	-5.087	28.743	0.212	0.167	0.065
O	5.043	4.918	27.238	0.054	-0.128	0.408
O	10.586	2.886	25.225	-0.153	0.292	0.617
O	1.465	-3.93	27.54	-0.403	0.078	0.205
O	6.832	4.594	25.32	0.184	0.171	-0.057
O	11.865	9.096	22.915	-0.046	-0.106	0.073
O	10.88	-2.753	22.116	0.02	0.17	0.621
O	-3.122	2.69	24.933	0.13	0.414	0.214
O	-3.956	-3.274	29.759	0.207	0.161	0.19
O	3.137	-5.762	28.452	0.044	-0.128	0.369
O	10.76	-4.4	25.092	0.373	0.038	0.002
O	7.713	5.354	27.634	-0.218	-0.054	0.259
O	7.565	-4.429	30.237	-0.281	-0.31	-0.593
O	7.93	7.299	30.542	0.194	0.064	0.336
O	-2.027	0.042	32.368	-0.379	0.191	-0.278
O	9.849	9.522	24.506	-0.029	-0.184	0.347
O	1.133	1.579	27.307	-0.04	-0.061	0.049
O	4.599	-0.032	24.194	-0.485	-0.084	-0.386
O	0.503	-0.256	31.585	0.222	-0.397	-0.008
O	8.823	9.62	29.694	0.433	-0.051	-0.12
O	-0.707	4.265	29.916	0.304	-0.044	-0.031
O	2.992	1.625	25.455	-0.443	-0.159	-0.318
O	2.307	-3.929	30.117	0.008	0.573	0.165
O	2.61	10.844	22.146	0.136	0.166	0.37
O	8.712	0.376	30.053	0.062	-0.085	0.156
O	-0.918	1.553	25.685	0.512	0.033	-0.22
O	-1.253	2.335	28.178	-0.248	0.35	-0.133
O	11.673	7.641	25.043	0.335	0.12	-0.026
O	3.21	5.104	25.275	-0.02	-0.072	-0.151
O	8.058	2.303	24.82	-0.176	-0.094	0.431
O	6.568	3.515	22.986	-0.333	-0.107	0.031
O	0.715	-5.516	31.434	-0.061	-0.077	-0.404
O	-2.916	8.639	28.61	-0.595	0.288	0.094
O	-2.723	5.487	22.175	0.035	0.163	0.258
O	-0.219	8.376	25.279	-0.446	-0.278	0.094
O	-2.128	-2.478	28.061	0.225	0.008	-0.414
O	-3.714	6.476	30.043	-0.551	-0.178	0.148
O	-4.137	-3.929	27.21	-0.159	-0.425	-0.088
O	0.618	10.814	25.616	-0.239	0.065	-0.612
O	-1.597	6.34	28.51	0.281	-0.051	-0.483
O	-4.751	2.31	28.013	0.281	0.22	-0.346
O	4.583	3.516	30.278	-0.405	-0.021	-0.368
O	4.96	0.944	30.31	0.352	-0.355	0.152
O	3.412	5.846	30.187	-0.071	0.159	0.083
O	0.85	6.325	29.63	0.121	-0.118	0.29
O	3.639	1.072	27.959	0.327	-0.374	-0.255
O	10.122	-1.912	30.194	0.072	0.285	-0.382
O	6.669	9.464	25.993	0.339	-0.078	0.233
O	3.917	-3.315	28.095	0.29	-0.068	-0.36
O	-2.893	5.121	32.427	-0.195	-0.247	-0.194
O	5.398	-4.943	24.889	-0.208	-0.072	0.297
O	8.448	-1.293	27.31	-0.009	-0.368	0.085
O	-1.378	6.61	31.086	0.517	0.187	0.122
O	-4.421	0.832	30.131	0.131	-0.42	0.48
O	10.198	-4.567	30.429	0.195	-0.245	-0.401
O	10.641	-0.14	27.964	-0.309	-0.086	0.239
O	5.934	-1.626	28.054	-0.053	0.007	-0.198
O	-0.854	1.673	30.632	0.447	0.168	0.453
O	9.927	6.128	26.222	-0.429	-0.114	-0.578
O	-2.983	3.04	30.182	0.017	0.516	-0.134

Results
total energy: -101659.119 eV
total energy less fixed offsets of O -438.35, Si -107.03 eV per atom: -5.919 eV
